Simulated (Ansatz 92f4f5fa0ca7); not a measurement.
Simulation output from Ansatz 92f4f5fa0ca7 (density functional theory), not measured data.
Periodic cell of 179 atoms, Si99O80, from a study of silicon, its oxide and their interface. The atomic structure is a simulated model.

Settings
functional: r2SCAN
potential files: Ansatz norm-conserving
basis: plane waves
wave-function cutoff: 1300 eV
density cutoff ratio: 4
exchange-correlation grid ratio: 1
k mesh: 2 x 2 x 1, shifted by 0.5 0.5 0.5 of a step
self-consistency stop: 5e-08 eV per atom in the density residual
occupations: Fermi-Dirac, 0.05 eV
spin: none
net charge: 0

Cell vectors (angstrom)
a, 11.5403, 0, 0
b, 0, 11.5403, 0
c, 0.2453, 1.6362, 23.5086

Atoms: element, x, y, z (angstrom)
Si, 3.8933, 1.4641, 2.1099
Si, 5.6259, 5.0023, 0.8504
Si, 5.1557, 7.5606, 0.6616
Si, 7.5559, 1.6977, 1.0642
Si, 8.0459, 4.899, 1.0057
Si, 7.3345, 8.4955, 0.0962
Si, 2.7548, 6.7555, 17.1716
Si, 0.4012, 7.2814, 0.4286
Si, -0.4763, 12.2447, -0.0703
Si, 8.4026, 1.8847, -1.1509
Si, 8.8268, 7.0847, 1.2321
Si, 8.6016, 11.1037, 1.2984
Si, 1.4423, 1.4309, 2.3127
Si, 1.7186, 5.4179, 2.4569
Si, 1.7095, 8.9743, 2.5306
Si, 5.2885, 2.5145, 0.4708
Si, 4.126, 5.28, 2.6182
Si, 4.0901, 8.8682, 2.3607
Si, 8.4006, 3.2798, 2.787
Si, 8.7196, 7.8162, 3.5015
Si, 8.6966, 10.2687, 3.4954
Si, 0.9948, 3.4091, 3.5019
Si, 1.146, 7.1696, 3.9239
Si, 1.0474, 10.9877, 3.5522
Si, 4.5022, 3.208, 3.619
Si, 4.6753, 7.1848, 3.8586
Si, 4.632, 10.9805, 3.3218
Si, 6.6678, 3.2793, 4.5033
Si, 6.7767, 7.2325, 4.8522
Si, 6.6704, 10.8961, 4.5363
Si, -1.1281, 3.3864, 4.524
Si, -0.9754, 7.2697, 4.9272
Si, -0.9759, 10.9339, 4.7843
Si, 2.7423, 3.3834, 5.1144
Si, 2.9175, 7.115, 5.3935
Si, 2.8989, 10.9631, 4.9931
Si, 6.6814, 1.2981, 5.8374
Si, 6.7313, 5.1574, 6.0395
Si, 6.6239, 9.1997, 6.1622
Si, -1.0105, 1.4392, 5.9754
Si, -0.9121, 5.265, 6.1539
Si, -1.1036, 9.1526, 6.3166
Si, 2.8678, 1.3929, 6.2834
Si, 2.9415, 5.1504, 6.6612
Si, 2.7612, 9.1222, 6.5235
Si, 8.5503, 1.3568, 7.2519
Si, 8.662, 5.2724, 7.3845
Si, 8.4484, 9.1975, 7.6866
Si, 0.9053, 1.3839, 7.5539
Si, 0.94, 5.308, 7.8821
Si, 0.6809, 9.1595, 7.7462
Si, 4.9002, 1.2664, 7.4342
Si, 5.0448, 5.0311, 7.8091
Si, 4.8257, 9.0779, 7.6521
Si, 8.4341, 3.2767, 8.5386
Si, 7.9246, 7.1014, 8.7008
Si, 2.4137, 3.6442, 11.4162
Si, -1.236, 0.2902, 10.1033
Si, 6.6119, 2.8918, 17.2171
Si, 6.2804, 9.589, 15.0487
Si, 2.6538, -1.6845, 10.1321
Si, 6.0426, 2.9704, 8.6964
Si, 6.7306, 6.7202, 11.2798
Si, 5.243, 4.636, 12.6493
Si, 5.5704, 7.1491, 8.7655
Si, 4.5528, 10.946, 9.0139
Si, 8.3384, -0.2783, 8.9493
Si, 10.2531, 2.6886, 10.0328
Si, 6.2752, 12.0187, 10.2089
Si, 0.7681, -0.4918, 9.0651
Si, 0.8437, 3.2463, 9.0075
Si, -0.499, 11.1737, 12.9588
Si, 1.4926, 2.7913, 21.1561
Si, 0.5873, 6.1777, 11.9946
Si, 5.1808, 11.3728, 13.0727
Si, 2.0092, 1.2373, 16.0247
Si, 6.8671, 7.4473, 20.1841
Si, 7.1171, 1.847, 19.9941
Si, 2.4902, 10.0583, 12.4994
Si, 1.1587, 7.406, 9.2709
Si, 0.4697, 2.2614, 18.2725
Si, 7.4113, 4.1375, 14.5476
Si, 0.8552, 8.8836, 18.3407
Si, 0.7857, 13.8983, 13.5992
Si, 0.1142, 5.2595, 17.8336
Si, 13.4772, 7.6516, 14.4332
Si, 1.596, 8.3597, 21.1099
Si, 6.9502, 10.2943, 20.5035
Si, 6.2339, 6.7895, 14.145
Si, 9.4118, 9.7487, 15.2851
Si, 0.2387, 5.7119, 20.9153
Si, 10.1794, 4.2112, 12.8984
Si, 5.2518, 5.3894, 18.5954
Si, 4.5601, 9.0086, 21.3093
Si, 10.8704, 7.4943, 16.2302
Si, 5.023, 12.0602, 15.8659
Si, 11.334, -0.2141, 17.0616
Si, 4.6229, 3.3782, 20.9277
Si, 8.8786, 5.8734, 22.1941
O, -1.1918, 7.1465, 0.5831
O, 10.0017, 1.5813, -0.9432
O, 10.1483, 11.0744, 0.6187
O, 7.6234, 10.0829, 0.4336
O, 0.3115, 13.1032, 1.0696
O, 1.1214, 5.9077, 0.9737
O, 0.8957, 8.6572, 1.1319
O, 8.1044, 6.8875, 10.3969
O, 1.4417, 4.9372, 11.4056
O, 5.6805, 9.9154, 13.5823
O, 2.6112, 8.1824, 9.667
O, 10.639, 5.7359, 12.5162
O, 2.3476, 3.1549, 9.8714
O, 4.9043, 5.9688, 13.5874
O, 8.8045, 4.0906, 13.738
O, 5.9837, 2.1349, 10.1741
O, 3.5926, 11.2586, 12.7547
O, 7.769, 0.9346, -2.3516
O, 6.4841, 6.3797, 19.0116
O, 4.0957, 7.6766, -0.6259
O, 5.5457, 2.19, 20.2918
O, 5.0083, 2.1512, -1.1401
O, 7.3983, 8.4038, -1.5552
O, 10.0106, 3.3486, 11.5461
O, 2.2266, 8.1418, 17.8642
O, 7.4952, 2.4581, 18.5196
O, 6.0114, 7.9899, 15.2215
O, -0.1365, 15.2099, 13.8316
O, 1.1101, 9.1298, 22.4147
O, -0.1971, 5.7967, 19.342
O, 5.3082, 10.2845, 20.6084
O, 5.4895, 7.4105, 10.4459
O, 6.9612, 7.3465, 12.7775
O, 7.352, 8.9354, 19.6348
O, 7.5172, 3.2366, 15.9012
O, 1.7102, 2.4647, 12.2768
O, 7.149, 5.6991, 14.9407
O, 0.3939, 7.2146, 10.7535
O, -1.0624, 6.0596, 21.8258
O, 7.3627, 0.2263, 19.9459
O, 1.8427, 2.028, 17.4307
O, -1.4051, 11.1757, 11.6229
O, 13.0449, 6.6759, 13.2296
O, 0.9344, 4.3038, 21.2764
O, 6.1378, 3.6462, 13.6176
O, -0.1826, 3.6761, 17.8531
O, 1.4266, 3.9349, -6.0441
O, 4.6268, 4.6677, 19.922
O, 11.1079, 8.1804, 17.6753
O, 2.6503, 8.9327, 13.7219
O, 0.976, 10.6043, 12.6773
O, 2.9356, 6.9985, 15.5613
O, 5.4013, 0.8722, 14.3169
O, 5.5488, 10.5323, 16.1716
O, 9.9911, 10.5933, 16.5581
O, 0.8702, 2.1417, 19.8174
O, 0.7684, 0.2017, 15.8283
O, 6.1283, 11.7354, 11.8212
O, 3.9002, 3.9769, 12.0267
O, 0.7005, 11.7879, -1.1143
O, -0.2835, 12.6923, 13.4895
O, 5.646, 1.6329, 16.8562
O, 7.9861, 6.7627, 21.139
O, 9.5443, 8.1371, 15.5598
O, 12.0998, 7.9441, 15.266
O, 5.7589, 4.2311, 17.5721
O, 6.2633, 5.1513, 11.4781
O, 5.5108, 7.7039, 21.067
O, 10.2393, 10.2303, 13.9953
O, 1.4307, 6.7587, 21.2576
O, 4.1559, 6.2995, 17.824
O, 12.3447, -1.0948, 17.971
O, 3.4222, 12.0238, 16.0533
O, 10.7409, 5.9133, 16.627
O, 3.107, 8.7366, 20.6805
O, 1.8691, 2.285, 14.808
O, 3.1123, 2.8168, 21.113
O, 0.6255, 8.8419, 19.9242
O, 10.9185, 1.1089, 17.9098
O, 7.84, 10.0025, 15.113

Results
free energy: -48777.583 eV
free energy less fixed offsets of O -463.61, Si -117.95 eV per atom: -11.733 eV
pressure: -2.39 GPa
stress xx, yy, zz, yz, xz, xy (GPa, positive in tension): 3.11, 2.4, 1.65, 0.01, 0.24, 0.2

Forces (eV/angstrom), in the order of the atoms: element, x, y, z
Si, 0.06, -0.0487, 0.0266
Si, 0.1645, 0.4532, -0.056
Si, -0.1319, 0.1183, -1.1668
Si, -0.0172, -0.1346, 0.2873
Si, -0.313, 0.0439, 0.4398
Si, -0.1381, 0.0666, -0.5318
Si, 0.1131, 0.0146, 0.0722
Si, 0.371, -0.0445, -0.1428
Si, 0.121, -0.014, -0.2618
Si, -0.0194, 0.3902, -0.4066
Si, 0.4326, -0.0228, -0.1369
Si, -0.0626, -0.6362, -0.2532
Si, -0.5736, 0.23, -0.3287
Si, -0.2536, 0.2001, -0.5352
Si, -0.2128, -0.2174, -0.2021
Si, -0.0429, -0.1405, -0.8872
Si, 0.2755, -0.55, 0.1109
Si, 0.0064, 0.0084, -0.0687
Si, -0.021, 0.305, 0.1314
Si, -0.1331, 0.0625, 0.196
Si, 0.0161, -0.1233, -0.1209
Si, 0.2271, 0.0878, 0.1108
Si, 0.0066, 0.1072, -0.0291
Si, 0.0677, -0.1434, -0.0106
Si, -0.2658, 0.4402, 0.3412
Si, -0.1364, -0.0432, 0.2892
Si, 0.0573, -0.0853, -0.1517
Si, -0.0333, 0.0198, 0.1089
Si, 0.0744, -0.0382, -0.1054
Si, 0.1205, 0.1784, 0.0023
Si, 0.1248, -0.1357, 0.0707
Si, -0.0428, -0.1313, -0.2017
Si, 0.0335, 0.1448, -0.0489
Si, -0.0013, -0.3034, 0.1338
Si, 0.2193, -0.0608, 0.1722
Si, 0.0273, 0.048, 0.0812
Si, 0.254, -0.1884, -0.129
Si, 0.1199, 0.0437, -0.2012
Si, -0.0617, -0.2241, 0.0346
Si, 0.0642, -0.2356, 0.166
Si, -0.1178, 0.0885, 0.0453
Si, -0.1385, 0.0296, 0.1946
Si, -0.1879, 0.1679, 0.1565
Si, 0.1247, -0.1169, 0.0415
Si, 0.0753, 0.121, 0.0204
Si, 0.1838, -0.0981, -0.5062
Si, -0.1355, -0.1435, 0.0628
Si, 0.1009, 0.2501, -0.0896
Si, 0.033, -0.2677, -0.1291
Si, 0.0421, 0.1321, -0.095
Si, 0.0497, -0.2196, -0.0197
Si, -0.2023, 0.0925, -0.2516
Si, -0.0373, 0.0181, -0.0738
Si, 0.0854, -0.0073, -0.1126
Si, 0.029, 0.0897, 0.0827
Si, 0.3716, -0.0028, 0.595
Si, 0.2272, -0.0067, 0.3618
Si, -0.1286, -0.6561, 0.3652
Si, 0.0514, 0.081, -0.1639
Si, -0.0174, -0.1602, 0.2728
Si, -0.0142, -0.3289, -0.3819
Si, -0.2782, -0.1948, 0.8502
Si, 0.0836, 0.1283, 0.3445
Si, 0.1242, -0.0954, 0.5042
Si, -0.3255, 0.2218, 0.3186
Si, 0.5083, -0.1016, 0.0634
Si, -0.0368, 0.2049, -0.0102
Si, -0.1415, 0.4581, 0.9042
Si, -0.4886, 0.0463, 0.5993
Si, -0.1015, 0.2956, 0.1334
Si, 0.6131, -0.0504, 0.011
Si, -0.2666, 0.0034, 0.325
Si, -0.0647, 0.0232, -0.2473
Si, -0.1401, -0.183, 0.3097
Si, 0.5379, -0.0225, 0.0644
Si, 0.2284, 0.1032, 0.1345
Si, -0.0487, -0.0703, -0.0354
Si, -0.0219, -0.0014, -0.1319
Si, 0.0313, 0.048, 0.7654
Si, -0.2468, 0.2595, 0.0827
Si, -0.0192, 0.0071, 0.0452
Si, -0.0889, -0.0419, 0.2145
Si, -0.0586, 0.0785, 0.184
Si, 0.0434, 0.1993, 0.4178
Si, -0.0321, -0.1112, -0.1029
Si, 0.0805, -0.0938, 0.4201
Si, -0.1113, -0.0705, -0.3248
Si, -0.1579, 0.0723, -0.1712
Si, 0.0009, -0.028, 0.4802
Si, -0.2546, -0.1153, 0.1967
Si, 0.1663, 0.1186, -0.0005
Si, -0.2788, 0.0358, 0.3355
Si, 0.0548, -0.0356, -0.1797
Si, -0.202, 0.096, -0.2546
Si, -0.3203, -0.0521, 0.1537
Si, 0.0458, -0.0742, 0.3341
Si, -0.057, -0.0088, 0.188
Si, -0.0503, -0.0787, -0.1721
Si, 0.0115, -0.0326, -0.4649
O, -0.195, 0.0429, 0.1809
O, 0.271, -0.2648, 0.0838
O, -0.4266, 0.3355, 0.2355
O, 0.1552, -0.0143, 0.1732
O, 0.2624, -0.2809, 0.1388
O, -0.0692, 0.2168, 0.3167
O, 0.0186, -0.2053, 0.2489
O, -0.4781, -0.0368, -0.5912
O, -0.005, -0.0352, 0.1134
O, -0.0681, 0.2645, 0.0616
O, -0.4035, 0.6465, 0.325
O, 0.309, -0.1084, -0.1652
O, -0.7043, -0.0785, -0.4072
O, 0.3897, -0.1485, -0.2232
O, 0.2316, 0.0781, -0.2488
O, 0.1462, -0.261, -0.4687
O, -0.3032, -0.2862, -0.0958
O, 0.1563, -0.042, 0.1691
O, -0.0478, 0.1267, 0.2193
O, 0.4386, -0.0543, 0.1124
O, 0.1942, 0.1418, 0.1384
O, 0.0335, 0.1102, 0.5543
O, -0.1507, 0.0569, 0.3529
O, 0.2124, -0.259, -0.3502
O, -0.1771, -0.147, -0.078
O, -0.1797, -0.0493, 0.2053
O, 0.0786, 0.1591, -0.3833
O, 0.0707, -0.1163, -0.3672
O, -0.1992, -0.1541, 0.2334
O, 0.1236, -0.108, 0.0184
O, 0.2943, -0.3803, 0.2758
O, 0.3729, -0.2857, -0.3418
O, -0.1798, -0.2704, -0.1956
O, -0.2147, -0.0227, 0.3935
O, -0.2072, 0.0703, 0.0062
O, -0.0832, 0.1859, -0.1623
O, -0.1708, -0.0421, -0.3906
O, 0.4069, 0.0969, -0.4764
O, -0.0853, 0.0955, -0.0791
O, -0.0515, 0.0172, 0.1266
O, -0.2912, -0.1517, -0.1537
O, 0.2776, 0.3438, -0.0376
O, -0.1841, 0.0589, -0.2903
O, -0.0882, -0.1927, -0.0338
O, -0.0451, 0.3675, -0.1839
O, 0.1962, 0.0501, 0.0628
O, -0.1472, 0.1798, 0.0113
O, 0.1156, -0.135, 0.0499
O, 0.1965, -0.0112, -0.1816
O, -0.1332, 0.342, -0.5158
O, 0.294, -0.1651, -0.0504
O, -0.3923, 0.1587, -0.1221
O, -0.209, -0.296, -0.195
O, 0.0056, 0.1502, -0.3902
O, 0.149, -0.1009, -0.228
O, 0.0733, 0.2099, 0.1422
O, 0.0516, 0.0876, 0.0318
O, -0.0249, 0.1081, -0.1269
O, -0.3119, -0.0356, -0.2347
O, -0.2624, 0.1704, 0.2161
O, 0.0947, -0.2021, -0.2004
O, 0.0375, -0.0022, -0.1517
O, 0.117, 0.0865, 0.1139
O, 0.3846, 0.2438, -0.0063
O, 0.1746, -0.0479, -0.117
O, 0.0181, -0.0448, 0.2351
O, 0.0606, 0.2078, -0.0796
O, 0.0889, 0.1826, -0.0118
O, 0.1597, 0.1295, -0.1175
O, -0.1368, 0.1161, -0.0696
O, -0.1034, -0.0771, 0.0699
O, -0.2048, -0.1108, -0.2252
O, -0.0684, 0.106, -0.179
O, 0.2981, 0.2434, 0.0969
O, 0.0758, 0.0142, 0.2332
O, -0.2803, -0.2403, -0.2371
O, 0.0161, 0.0921, 0.0548
O, 0.2328, -0.1882, -0.0063
O, 0.3467, -0.0339, -0.2057
O, 0.0165, -0.047, -0.077
